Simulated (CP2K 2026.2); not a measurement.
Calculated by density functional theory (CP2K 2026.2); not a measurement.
Periodic cell of 504 atoms, Si360O144, from a study of silicon, its oxide and their interface. The atomic structure is a simulated model.
Doubt: the forces sum to 3.83 eV/angstrom along one axis rather than to zero, so they err by at least 0.0076 eV/angstrom per atom on average; the grid cutoff is modest.

Settings: functional PBE; method Gaussian and plane waves; basis set DZVP-MOLOPT-SR-GTH; pseudopotentials GTH-PBE; grid cutoff 300 Ry, relative cutoff 40 Ry; k points Gamma only; occupations fixed; spin none; net charge 0.

Cell vectors (angstrom)
a 16.32 0 0
b 0 16.32 0
c 2.3962 0.6375 33.7023

Atoms and the computed forces on them: element, x, y, z (angstrom), force x, y, z (eV/angstrom)
Si 1.609 -1.659 0.202 -0.155 0.049 0.739
Si 4.194 1.174 0.1 -0.187 0.158 0.759
Si 1.232 4.422 0.095 0.081 -0.24 0.641
Si 4.275 6.771 0.123 -0.288 0.108 0.733
Si 1.098 -6.572 0.17 0.182 -0.097 0.785
Si 3.812 -3.846 0.162 0.183 -0.061 0.753
Si 6.524 -0.956 -0.125 0.204 -0.328 0.732
Si 9.882 1.009 0.053 -0.277 0.303 0.762
Si 6.325 4.374 -0.103 0.352 -0.217 0.737
Si 9.154 6.983 -0.088 0.254 -0.139 0.728
Si 6.995 9.258 0.107 -0.034 0.221 0.735
Si -6.504 -4.31 -0.042 -0.283 0.16 0.75
Si -4.236 -1.27 0.191 0.269 -0.137 0.743
Si -1.685 1.588 0.137 0.295 -0.109 0.715
Si -3.724 3.994 0.167 -0.248 0.072 0.718
Si -0.995 6.616 0.169 -0.148 0.069 0.713
Si -4.237 -6.553 -0.202 0.19 -0.434 0.683
Si -1.19 -4.469 0.127 -0.05 0.261 0.712
Si 2.718 -0.033 1.448 0.004 0.004 -0.071
Si 5.367 2.773 1.336 -0.005 -0.029 -0.055
Si 2.726 5.573 1.443 0.025 0.007 -0.033
Si 5.474 8.185 1.501 0.017 -0.007 -0.049
Si 2.687 -5.425 1.453 -0.01 0.016 -0.048
Si 5.493 -2.644 1.252 0.014 0.037 -0.055
Si 8.149 0.019 1.293 0.006 0.002 -0.062
Si -5.408 2.752 1.287 0.019 -0.017 -0.078
Si 8.053 5.388 1.231 -0.034 0.013 -0.058
Si -5.417 8.112 1.089 -0.02 0.012 -0.056
Si 8.205 10.889 1.272 0.011 -0.005 -0.054
Si -5.473 -2.785 1.419 0.013 -0.011 -0.04
Si -2.724 -0.018 1.463 -0.003 -0.013 -0.062
Si 0.042 2.735 1.295 0.023 -0.01 -0.061
Si -2.589 5.498 1.485 0.008 0.012 -0.052
Si 0.038 8.182 1.539 -0.005 0.013 -0.079
Si -2.754 -5.584 1.399 -0.027 -0.003 -0.041
Si -0.044 -2.805 1.386 0.003 -0.019 -0.063
Si 1.341 1.37 2.712 0.003 0.012 0.015
Si 4.04 4.107 2.742 -0.012 0.003 0.023
Si 1.412 6.859 2.868 0.006 0.008 0.035
Si 4.08 9.552 2.777 -0.02 0.015 0.008
Si 1.312 -4.103 2.815 -0.002 0.013 0.048
Si 4.144 -1.365 2.743 -0.01 -0.033 0.037
Si 6.818 1.429 2.66 -0.019 -0.022 0.013
Si 9.48 4.077 2.606 0.007 0.011 -0.012
Si 6.811 6.737 2.751 0.023 -0.009 0.04
Si 9.584 9.48 2.596 0.014 -0.031 0.027
Si 6.826 12.267 2.616 -0.017 0 -0.002
Si -6.869 -1.39 2.703 0.007 0.037 0.007
Si -4.107 1.386 2.748 -0.002 0.014 0.037
Si -1.265 4.065 2.779 0.001 -0.019 0.022
Si -4.107 6.841 2.639 -0.005 0.032 0.002
Si -1.428 -6.87 2.829 0.023 0.01 0.044
Si -4.063 -4.13 2.732 0.01 0.004 0.011
Si -1.335 -1.385 2.744 0.004 -0.015 0.022
Si 0.009 -0.001 4.087 0.005 -0.006 0.003
Si 2.7 2.722 4.086 0.002 0.01 -0.001
Si 0.041 5.442 4.153 -0.01 -0.005 0
Si 2.765 8.206 4.184 -0.007 -0.009 0.016
Si -0.048 -5.468 4.146 0.01 0.005 -0.01
Si 2.74 -2.719 4.096 -0.014 0.004 -0.023
Si 5.481 0.037 4.058 0.004 0.011 -0.01
Si 8.172 2.744 4.045 -0.021 0.008 0.018
Si 5.432 5.422 4.112 0.004 0.012 -0.004
Si 8.211 8.147 4.019 0.007 0.008 -0.015
Si 5.474 10.932 4.047 0.016 0.013 0.001
Si 8.131 -2.739 4.073 -0.006 -0.003 0.012
Si -5.483 -0.008 4.052 -0.004 0.013 0.005
Si -2.702 2.724 4.091 -0.003 -0.016 -0.013
Si -5.466 5.447 3.979 -0.004 -0.015 -0.002
Si -2.794 8.113 4.136 -0.004 -0.005 0.012
Si -5.441 -5.491 4.056 -0.012 -0.014 -0.025
Si -2.72 -2.738 4.082 -0.001 -0.013 0.004
Si 1.364 -1.346 16.294 0.007 0.002 -0.009
Si 4.069 1.351 16.313 0.001 -0.004 -0.013
Si 1.336 4.08 16.348 0.002 -0.008 -0.01
Si 4.059 6.788 16.328 -0.01 -0.009 0
Si 1.359 -6.805 16.337 -0.008 0.003 -0.001
Si 4.065 -4.094 16.293 0.005 -0.013 -0.007
Si 6.795 -1.349 16.319 0.012 -0.001 0.001
Si -6.797 1.35 16.335 0.004 -0.004 -0.004
Si 6.8 4.076 16.309 0.006 0 -0.007
Si -6.773 6.789 16.287 -0.01 0.011 -0.017
Si 6.798 9.543 16.261 -0.003 0.009 -0.015
Si -6.826 -4.07 16.272 -0.004 0 -0.012
Si -4.085 -1.329 16.309 0.003 0 -0.003
Si -1.355 1.397 16.35 0.019 0.003 -0.007
Si -4.056 4.088 16.367 0.008 0.018 -0.003
Si -1.36 6.781 16.36 -0.005 -0.001 0
Si -4.059 9.497 16.298 -0.009 0.006 -0.014
Si -1.352 -4.096 16.286 -0.003 -0.005 -0.016
Si 2.689 0.02 17.681 -0.001 -0.003 0.013
Si 5.445 2.699 17.659 -0.007 0.005 -0.012
Si 2.709 5.412 17.707 0.004 0.014 0.013
Si 5.414 8.221 17.607 0.012 0 -0.006
Si 2.72 -5.436 17.695 0.006 0.01 0.007
Si 5.423 -2.737 17.632 -0.003 0.003 0.012
Si 8.152 0.003 17.709 -0.012 -0.005 -0.001
Si -5.425 2.705 17.689 -0.006 -0.005 0.015
Si 8.164 5.46 17.634 0.013 -0.013 0.006
Si -5.382 8.103 17.656 0.004 -0.009 -0.01
Si 8.171 10.864 17.633 -0.001 0.004 0.027
Si -5.508 -2.67 17.612 -0.01 -0.005 -0.012
Si -2.719 0.029 17.679 -0.023 -0.005 0.013
Si -0.018 2.754 17.762 -0.003 0 -0.002
Si -2.69 5.426 17.779 0.004 -0.008 0.003
Si -0.002 -8.164 17.701 0.018 0.006 0.02
Si -2.72 -5.441 17.643 0.016 -0.006 0.013
Si 0.04 -2.756 17.619 0.006 0.006 -0.011
Si 1.374 1.406 19.095 0.012 0.003 -0.03
Si 4.099 4.03 19.035 -0.024 0.007 -0.03
Si 1.363 6.791 19.07 -0.012 0.004 -0.03
Si 4.094 -6.785 19.05 0.009 -0.002 -0.005
Si 1.357 -4.082 19.058 -0.002 0.006 0.005
Si 4.019 -1.411 18.979 -0.003 -0.013 -0.045
Si 6.766 1.35 19.059 0.002 -0.007 -0.006
Si -6.819 4.078 18.992 0.01 -0.003 -0.029
Si 6.801 6.895 18.911 0.018 0.006 -0.034
Si -6.746 9.477 18.943 -0.011 0.006 -0.041
Si 6.802 -4.089 18.974 -0.007 -0.007 -0.03
Si 9.508 -1.353 19.078 0.005 -0.011 -0.009
Si -4.065 1.369 19.096 -0.002 0.022 -0.03
Si -1.35 4.087 19.218 0.014 -0.011 0.006
Si -4.06 6.787 19.128 -0.008 0.017 -0.007
Si -1.372 -6.784 19.043 0.007 -0.01 -0.035
Si -4.153 -4.049 18.888 -0.011 -0.012 -0.033
Si -1.307 -1.383 18.92 0 0.014 -0.026
Si 0.014 -0.061 20.338 0.014 -0.007 0.049
Si 2.795 2.703 20.515 -0.006 -0.039 0.044
Si 0.045 5.481 20.556 0.012 0.025 0.065
Si 2.749 8.168 20.404 -0.021 -0.008 0.053
Si -0.008 -5.417 20.419 -0.014 -0.027 0.035
Si 2.7 -2.737 20.441 0.03 -0.004 0.056
Si 5.375 -0.078 20.324 0.012 -0.017 0.06
Si 8.103 2.77 20.376 0.02 0.004 0.036
Si 5.443 5.545 20.217 -0.03 0.006 0.033
Si 8.204 8.16 20.305 0.003 0.005 0.04
Si 5.474 -5.43 20.387 0.015 0.019 0.061
Si 8.133 -2.752 20.383 -0.009 -0.004 0.054
Si -5.458 0.011 20.453 -0.009 0.005 0.048
Si -2.72 2.686 20.578 -0.025 -0.019 0.065
Si -5.44 5.363 20.415 -0.01 -0.03 0.083
Si -2.717 -8.115 20.472 0.002 0.01 0.08
Si -5.429 -5.441 20.268 -0.011 0.01 0.056
Si -2.771 -2.693 20.165 0.001 0.013 0.038
Si 1.526 -1.168 21.764 -0.102 -0.211 -0.724
Si 3.861 0.966 21.763 0.046 0.241 -0.681
Si 1.758 4.389 21.793 -0.211 -0.095 -0.74
Si 3.983 6.627 21.698 0.084 0.27 -0.737
Si 1.187 -6.988 21.707 0.134 0.165 -0.77
Si 4.305 -3.883 21.727 -0.149 -0.209 -0.782
Si 6.484 -1.65 21.644 0.201 0.061 -0.795
Si -6.687 1.608 21.693 -0.046 -0.202 -0.745
Si 6.958 4.455 21.561 0.009 -0.175 -0.66
Si -7.045 6.542 21.627 0.12 0.115 -0.703
Si 7.12 -6.566 21.623 -0.203 -0.1 -0.801
Si 9.323 -4.362 21.606 0.072 0.215 -0.742
Si -3.8 -1.19 21.63 -0.248 -0.015 -0.733
Si -1.536 0.975 21.726 0.021 0.251 -0.691
Si -4.412 3.769 21.851 0.218 0.182 -0.779
Si -1.088 7.162 21.812 -0.108 -0.253 -0.772
Si -3.863 -6.444 21.691 -0.087 -0.225 -0.736
Si -1.686 -4.207 21.53 0.241 -0.03 -0.727
Si 4.527 1.614 24.698 0.087 -0.073 -0.04
Si 2.005 -3.23 -4.122 0.005 0.01 -0.048
Si -0.335 2.852 -6.477 0.024 0.09 0.035
Si -6.321 7.039 24.577 -0.015 0.003 -0.097
Si -6.888 5.794 -3.045 0.004 0.013 0.237
Si -5.659 -2.5 23.666 0.002 -0.083 -0.134
Si 2.199 3.485 -4.818 0.02 0.061 0.003
Si -0.202 -2.76 23.865 0.066 0.049 -0.126
Si -8.086 -5.664 -5.16 -0.103 0.053 0.14
Si 4.717 -2.201 -4.912 0.093 -0.073 -0.004
Si 6.07 4.024 24.44 -0.005 0.122 -0.059
Si -1.387 7.401 -2.761 0.073 -0.004 0.029
Si -2.076 -2.38 26.261 0.048 -0.046 -0.117
Si 2.575 8.1 -2.1 -0.003 0.036 0.036
Si -5.274 2.342 26.228 0.065 0.074 -0.038
Si 5.669 -5.165 -1.893 0.051 0.04 0.108
Si -4.096 4.803 24.837 -0.107 -0.003 -0.234
Si 3.102 -5.786 23.915 0.019 0.041 -0.164
Si -4.076 0.401 -4.672 -0.01 -0.03 0.06
Si 0.135 -7.732 -4.903 -0.014 0.048 0.07
Si 6.824 3.976 -3.2 -0.091 0.12 0.075
Si 5.032 4.503 -5.614 0.106 -0.02 0.123
Si 5.408 -7.917 23.875 -0.034 -0.104 -0.161
Si -2.582 -2.787 -1.986 0.014 -0.084 0.13
Si -5.843 1.587 -2.729 -0.103 -0.116 0.107
Si 0.872 6.167 -3.799 -0.017 0.091 -0.02
Si 7.014 6.712 25.721 0.049 -0.007 -0.012
Si -6.255 -8.155 -4.785 0.13 0.055 0.015
Si -8.083 -3.871 -2.64 -0.009 -0.085 0.044
Si 6.938 0.402 26.327 -0.062 0.023 -0.051
Si -7.962 -0.326 23.698 -0.064 -0.009 -0.082
Si -4.346 4.233 -2.645 -0.049 0.053 0.067
Si -2.817 -2.483 -4.887 -0.037 0.099 -0.03
Si 7.221 -1.262 -3.239 -0.119 0.041 0.154
Si 5.279 -5.246 -4.998 0.001 0.004 -0.032
Si -8.052 2.944 26.139 -0.045 0.092 0.13
Si 0.745 4.106 24.704 -0.006 -0.051 -0.079
Si 0.173 -1.401 -2.442 0.191 0.004 -0.028
Si -4.557 7.998 -7.282 -0.06 -0.023 0.029
Si 1.45 -4.262 25.776 -0.027 -0.137 0.023
Si -2.413 -6.575 -5.871 0.029 -0.074 0.146
Si -2.195 2.967 -4.291 -0.097 -0.118 0.08
Si -4.557 -3.98 25.993 0.044 -0.095 -0.049
Si -3.691 -7.29 -3.272 0.032 0.051 0.137
Si -4.591 -6.833 24.701 -0.017 -0.005 -0.125
Si -0.022 -2.601 -6.278 -0.019 -0.061 0.074
Si -1.432 6.299 24.756 -0.058 -0.022 -0.185
Si 1.913 0.779 26.112 -0.036 -0.062 -0.035
Si 2.312 2.547 -1.95 0.058 0.149 0.033
Si 8.125 1.553 -4.369 0.005 -0.041 0.101
Si 2.642 -6.183 -4.442 -0.03 -0.107 -0.034
Si -0.601 1.418 24.671 0.092 0.002 -0.063
Si -3.074 0.466 26.321 0.124 0.031 0.094
Si -0.359 1.261 -2.465 -0.099 0.016 -0.064
Si 1.382 -1.348 5.445 -0.004 0.007 0.004
Si 4.093 1.368 5.423 0 0.002 0.011
Si 1.38 4.071 5.489 0.013 -0.001 0.014
Si 4.111 6.801 5.486 0.002 -0.01 0.011
Si 1.349 9.53 5.498 -0.008 0.007 0.015
Si 4.1 12.247 5.447 -0.011 -0.013 0.001
Si 6.802 -1.348 5.432 -0.006 -0.002 0.008
Si 9.506 1.364 5.416 0.002 -0.007 0.02
Si 6.81 4.071 5.44 -0.008 -0.011 0.016
Si -6.784 6.793 5.407 0.008 -0.001 0
Si 6.836 9.525 5.379 -0.011 -0.01 -0.004
Si -6.804 12.212 5.405 0.01 0.009 0.005
Si -4.102 -1.366 5.409 0.002 0.004 0.009
Si -1.366 1.346 5.447 0.019 0.002 0.008
Si -4.096 4.102 5.39 -0.014 0.011 0.009
Si -1.382 6.776 5.467 -0.01 0.005 0.013
Si -4.106 -6.807 5.475 0.003 0 0.011
Si -1.379 -4.076 5.477 -0.004 0.001 0.01
Si 2.736 0.013 6.801 -0.005 -0.009 0.002
Si 5.448 2.716 6.798 0.008 0.007 0.003
Si 2.739 5.438 6.832 0.003 0.005 0.004
Si 5.485 8.18 6.791 -0.005 -0.007 -0.002
Si 2.732 10.895 6.818 -0.002 0.003 -0.001
Si 5.443 -2.702 6.803 -0.007 0.013 -0.004
Si 8.163 0.005 6.793 -0.005 0.001 0.004
Si -5.443 2.729 6.765 -0.001 -0.007 -0.006
Si -8.148 5.444 6.782 -0.005 0.002 0.002
Si -5.455 8.141 6.813 0.013 0.01 0.002
Si -8.156 10.87 6.785 0.004 0.002 -0.008
Si -5.449 -2.735 6.771 0 -0.005 0.003
Si -2.736 -0.015 6.787 -0.003 0.002 0.001
Si -0.004 2.705 6.813 -0.002 -0.001 0
Si -2.746 5.423 6.808 0.008 0 -0.004
Si -0.018 8.15 6.822 0.004 -0.002 -0.005
Si -2.737 -5.442 6.822 -0.006 0.005 0.003
Si 0.006 -2.708 6.803 0.004 -0.006 -0.007
Si 1.366 1.358 8.168 0.002 0.005 -0.003
Si 4.099 4.074 8.174 0.005 0.002 0
Si 1.358 6.794 8.17 -0.013 -0.015 -0.001
Si 4.098 9.519 8.154 0 -0.001 -0.007
Si 1.363 -4.067 8.167 0.003 0.008 -0.001
Si 4.081 -1.352 8.167 0.004 0.002 0.004
Si 6.802 1.358 8.159 -0.017 -0.011 -0.005
Si -6.797 4.08 8.145 0.002 0.011 -0.01
Si 6.821 6.804 8.156 0.006 0.01 0.001
Si -6.809 9.513 8.163 0.003 -0.01 -0.002
Si 6.806 -4.08 8.144 -0.005 -0.005 -0.007
Si -6.796 -1.365 8.14 0.002 0.001 -0.011
Si -4.088 1.364 8.136 0.003 -0.003 0.003
Si -1.373 4.067 8.16 -0.006 -0.008 0
Si -4.086 6.795 8.171 -0.006 0.004 -0.003
Si -1.369 -6.799 8.175 0.001 0.006 -0.008
Si -4.096 -4.075 8.164 0.007 -0.004 -0.005
Si -1.367 -1.358 8.158 0.01 -0.003 -0.005
Si -0.004 0 9.52 0 -0.001 0.002
Si 2.724 2.721 9.526 0.003 0.004 -0.001
Si -0.006 5.43 9.516 -0.003 0.006 -0.001
Si 2.729 8.16 9.513 0.005 0.002 -0.002
Si 0 -5.434 9.521 0.002 -0.007 -0.007
Si 2.717 -2.709 9.526 -0.01 0.001 -0.003
Si 5.441 0.007 9.521 0.006 0.002 0.001
Si -8.157 2.723 9.512 -0.004 -0.005 -0.007
Si 5.456 5.444 9.521 -0.003 -0.001 -0.003
Si -8.157 8.157 9.532 -0.002 0.002 0.001
Si 5.447 -5.436 9.514 -0.007 0.004 -0.002
Si -8.155 -2.72 9.505 0.006 0.009 -0.002
Si -5.441 0 9.502 -0.003 -0.008 -0.005
Si -2.729 2.708 9.515 0.005 0.001 -0.001
Si -5.446 5.433 9.522 0.007 -0.001 -0.002
Si -2.726 8.157 9.527 0.007 -0.004 -0.002
Si -5.446 -5.444 9.519 -0.004 0.002 -0.002
Si -2.725 -2.718 9.52 -0.006 -0.007 -0.001
Si 1.353 -1.356 10.886 0.008 -0.005 0.002
Si 4.081 1.363 10.887 -0.001 -0.01 0.003
Si 1.357 4.079 10.88 -0.005 -0.002 0.001
Si 4.082 6.796 10.878 0.003 -0.007 -0.002
Si 1.364 9.52 10.87 0 0.002 0.004
Si 4.079 -4.081 10.869 0.001 0.007 -0.001
Si 6.806 -1.356 10.864 -0.015 -0.006 -0.001
Si -6.797 1.359 10.868 0.004 -0.004 0
Si -9.513 4.08 10.884 0.004 0.01 -0.001
Si -6.798 6.793 10.888 -0.001 0.005 0.002
Si -9.522 9.52 10.881 0.004 -0.003 0
Si -6.802 -4.077 10.873 -0.002 -0.011 -0.004
Si -4.083 -1.352 10.876 0.009 0.013 0.001
Si -1.364 1.36 10.88 -0.004 0.001 0.004
Si -4.081 4.074 10.874 -0.005 0.001 0
Si -1.36 6.793 10.874 0.002 0.002 -0.002
Si -4.082 9.52 10.883 0.002 0.003 -0.003
Si -1.364 -4.078 10.882 0.002 -0.001 0.003
Si 2.715 0.006 12.243 -0.003 0.002 0.009
Si 5.438 2.725 12.246 -0.002 0.002 0
Si 2.716 5.439 12.242 -0.003 0.007 0.001
Si 5.439 8.155 12.238 -0.009 0.007 0
Si 2.719 10.879 12.231 0.004 0.002 0.006
Si 5.437 -2.71 12.212 0.009 -0.002 -0.003
Si 8.16 0.005 12.228 -0.001 -0.002 -0.001
Si -5.438 2.716 12.233 0.005 0.004 0
Si -8.154 5.432 12.252 0.004 0 0.002
Si -5.435 8.155 12.242 0.003 -0.003 0.005
Si -8.16 10.884 12.232 -0.005 0.007 0.007
Si -5.44 -2.719 12.234 -0.006 -0.005 -0.002
Si -2.726 0.008 12.243 0.005 -0.009 0.006
Si -0.004 2.722 12.24 0.001 -0.004 0.005
Si -2.717 5.433 12.23 0.004 0 0.001
Si 0.005 8.152 12.226 0 -0.006 0
Si -2.718 -5.444 12.245 0 -0.005 0.002
Si -0.008 -2.715 12.245 0.002 0.005 0.004
Si 1.352 1.365 13.604 0.005 -0.002 0.01
Si 4.068 4.079 13.608 -0.006 0.003 0.005
Si 1.351 6.796 13.603 -0.002 0.007 0.003
Si 4.068 9.508 13.591 0.009 0.001 0.006
Si 1.359 -4.08 13.591 -0.002 -0.003 0.007
Si 4.087 -1.358 13.585 0.006 -0.015 -0.003
Si 6.804 1.363 13.597 0.002 -0.008 0.007
Si -6.788 4.068 13.606 0.011 -0.003 0.004
Si 6.798 6.794 13.601 0.007 -0.004 0.001
Si -6.796 9.523 13.588 -0.011 0.003 0.002
Si 6.787 -4.067 13.569 -0.02 0.012 -0.008
Si 9.518 -1.354 13.587 0.002 -0.002 0.003
Si -4.076 1.377 13.608 -0.003 0.002 0.001
Si -1.36 4.085 13.601 -0.004 0.007 0.005
Si -4.069 6.789 13.594 0.001 -0.001 0.006
Si -1.351 9.502 13.591 0.012 -0.006 -0.001
Si -4.079 -4.078 13.599 0.01 0 0.004
Si -1.368 -1.348 13.605 -0.008 0.007 0.005
Si -0.016 0.02 14.97 -0.006 -0.003 -0.006
Si 2.701 2.723 14.975 -0.007 -0.003 0
Si -0.007 5.438 14.973 -0.003 0.001 0.001
Si 2.708 8.152 14.965 0.003 0.002 0.001
Si 0.011 -5.458 14.945 0.005 0.002 0.001
Si 2.723 -2.712 14.94 0.002 0.006 0.003
Si 5.438 0.004 14.951 0 0 0
Si 8.168 2.712 14.966 0.003 0.005 -0.003
Si 5.43 5.439 14.963 0.001 0.001 0
Si 8.171 8.158 14.943 0.003 0.003 0.002
Si 5.429 10.891 14.917 0.005 0.001 -0.006
Si 8.137 -2.707 14.931 -0.006 -0.008 0
Si -5.446 0.012 14.946 0.001 -0.007 0.002
Si -2.713 2.74 14.976 -0.002 -0.001 0.005
Si -5.411 5.421 14.959 0 -0.003 0.003
Si -2.701 8.133 14.957 0.008 -0.003 0.004
Si -5.435 -5.446 14.955 -0.004 -0.003 -0.002
Si -2.725 -2.712 14.962 0.005 0.003 0
O -6.736 -1.336 23.546 0.051 0.03 -0.073
O 8.008 -0.124 25.242 0.38 -0.198 0.286
O -3.655 -6.812 -1.719 0.266 -0.165 -0.033
O 4.701 1.326 23.114 0.712 0.269 0.088
O -2.678 -0.121 22.166 -0.108 -0.059 0.753
O 6.107 7.968 25.266 -0.05 0.415 0.457
O 6.192 -6.518 -1.2 -0.362 -0.437 -0.436
O -7.512 1.041 22.975 -0.29 0.406 0.178
O -2.956 -6.3 -4.354 0.156 0.499 0.064
O -6.382 7.173 22.967 0.323 0.208 -0.064
O -8.089 -5.471 22.116 -0.067 -0.029 0.258
O 0.965 -0.963 -1.109 0.039 0.568 -0.113
O 0.847 7.146 -5.097 0.09 -0.172 -0.535
O 4.356 -4.6 -1.17 -0.256 -0.11 -0.362
O -1.389 0.856 -1.29 -0.077 -0.271 -0.307
O 6.019 4.072 22.834 -0.509 -0.336 0.026
O 0.938 -2.641 -3.086 0.015 -0.328 0.158
O 5.296 5.607 -0.371 0.277 0.136 -0.373
O 0.826 -1.744 23.132 0.099 0.246 0.158
O 1.274 3.778 23.218 0.214 -0.136 0.107
O 2.09 3.993 -1.244 0.276 0.143 -0.036
O 6.838 -4.052 -1.83 -0.048 0.473 0.192
O 0.065 5.479 -0.359 -0.055 -0.024 -0.536
O -1.206 7.499 25.807 0.469 -0.028 0.286
O -0.008 -5.489 -0.361 -0.115 0.108 -0.507
O -6.653 2.545 25.441 0.029 0.113 -0.428
O 6.568 -7.254 22.978 0.173 -0.118 0.301
O 2.138 -2.854 26.111 0.035 0.125 -0.167
O -6.24 -3.817 22.938 -0.187 -0.413 0.318
O -1.324 -1.813 -2.097 -0.085 0.206 0.268
O -2.061 -4.095 -1.204 -0.533 -0.439 -0.504
O -0.664 6.034 -3.263 -0.492 -0.753 -0.132
O -6.866 1.34 -1.492 -0.597 0.003 -0.294
O -8.146 -2.536 -3.545 0.462 0.258 -0.732
O 8.113 5.486 22.118 -0.172 0.115 0.004
O -4.542 0.955 25.874 -0.181 -0.407 -0.528
O 4.742 7.179 23.038 -0.104 -0.373 0.211
O -6.954 -3.725 -1.5 0.215 0.202 -0.222
O -1.505 7.421 -1.155 -0.539 0.319 0.169
O -5.455 7.508 -6.028 -0.025 -0.549 0.133
O 1.168 2.86 -5.884 0.207 -0.116 -0.354
O -4.937 -5.386 25.306 -0.24 -0.027 -0.211
O -5.368 -5.407 -0.428 -0.047 0.005 -0.352
O -5.556 2.66 22.233 -0.089 0.047 0.386
O -3.089 -1.135 26.363 -0.656 -0.131 0.29
O 7.099 -1.219 -1.623 0.329 -0.055 -0.061
O -1.77 6.742 23.232 -0.61 -0.005 0.073
O 2.709 -2.748 -0.342 -0.09 0.149 -0.643
O 5.4 -2.755 22.182 -0.262 0.081 0.544
O 3.037 -7.31 -3.35 0.202 -0.174 -0.418
O 6.665 -5.87 -5.55 -0.051 -0.471 -0.246
O -5.702 -7.909 25.172 -0.327 0.156 0.564
O 5.527 0.711 25.596 -0.201 -0.26 -0.002
O 1.784 6.806 -2.631 0.253 -0.167 0.32
O 3.003 1.302 25.06 -0.248 0.027 -0.107
O 0.555 0.459 25.291 -0.232 -0.305 -0.248
O -5.22 -7.495 -3.729 -0.44 0.126 0.071
O 0.063 -8.064 22.208 -0.094 -0.073 0.255
O 4.264 -6.848 24.189 -0.027 -0.048 0.217
O -5.091 0.433 -5.931 -0.287 0.273 0.167
O 8.075 -8.156 -0.455 -0.111 -0.076 -0.501
O 6.954 2.481 -3.785 -0.381 -0.305 0.106
O 2.888 5.513 22.186 -0.027 -0.161 0.364
O 2.657 -0.064 22.213 0.007 0.211 0.067
O -7.438 -4.592 -6.174 0.302 0.683 0.166
O 7.92 0.049 -3.841 0.03 -0.174 -0.086
O -3.185 1.749 -4.679 -0.011 -0.092 -0.234
O 3.687 -4.513 23.099 -0.026 0.158 0.395
O 0.05 -0.049 -3.335 -0.059 -0.057 -0.832
O 1.341 -3.117 -5.59 0.105 0.024 -0.614
O -4.302 -2.011 22.944 0.433 -0.202 0.202
O 2.337 -4.757 -3.74 0.21 -0.129 0.435
O -5.356 5.805 24.979 -0.305 0.012 0.505
O -7.895 -5.133 -3.635 0.463 -0.445 -0.026
O 7.055 -0.938 22.983 -0.15 0.206 0.347
O -3.922 4.358 23.286 0.27 0.006 0.138
O -7.295 -7.053 -5.326 0.077 -0.332 -0.404
O -3.12 -7.221 25.22 0.403 -0.035 -0.452
O -0.045 5.496 24.726 0.195 0.267 -0.061
O -3.127 -3.169 -3.455 -0.622 -0.177 -0.156
O -5.297 -0.119 -0.244 0.109 0.089 -0.45
O 5.243 -3.669 -5.367 0.234 0.161 -0.163
O -6.786 6.286 -1.508 0.037 0.027 -0.053
O 7.389 3.203 24.824 0.241 -0.508 -0.655
O 5.978 3.596 -6.583 0.358 0.039 0.284
O 6.521 3.808 -1.62 -0.103 -0.561 -0.025
O -1.442 3.609 -5.567 -0.199 0.575 -0.083
O -2.695 2.804 -0.275 -0.01 0.047 -0.373
O 3.814 7.559 -1.226 0.255 0.425 -0.186
O 3.903 -5.986 -5.469 -0.092 -0.245 -0.401
O -2.886 7.609 -3.34 -0.218 -0.39 -0.484
O -4.294 3.562 25.849 0.156 0.063 0.206
O -0.436 -7.711 -3.354 0.209 0.662 0.203
O -4.575 -6.856 23.088 -0.409 -0.134 0.054
O -0.995 -2.075 25.094 -0.18 0.582 0.058
O -5.487 5.072 -3.403 0.121 0.177 -0.337
O 6.174 5.455 25.144 -0.464 0.042 0.221
O 3.593 3.783 -5.542 -0.033 -0.033 0.051
O 4.377 -1.334 -6.223 -0.263 -0.045 -0.064
O -0.682 1.363 23.06 0.316 0.065 -0.073
O -8.16 1.639 -5.954 -0.108 -0.07 -0.044
O -1.252 -2.68 -5.233 0.009 -0.037 0.249
O -3.622 -7.122 -6.77 -0.296 0.371 -0.038
O 1.255 -6.603 -5.179 -0.049 0.136 -0.163
O -2.708 5.475 25.287 -0.146 -0.229 0.34
O -0.784 1.301 -6.516 -0.321 -0.184 0.306
O 3.55 1.793 -1.261 0.087 -0.055 -0.318
O -7.815 6.802 25.115 -0.045 0.101 -0.326
O 5.332 0.12 -0.394 -0.128 -0.12 -0.123
O 5.176 1.107 -6.72 -0.145 0.122 0.51
O -7.107 7.034 -4.037 -0.35 -0.027 -0.088
O 4.79 3.192 24.952 -0.514 0.295 0.46
O 5.687 4.689 -4.136 -0.161 0.501 0.287
O -3.733 -3.176 -6.015 -0.055 -0.513 0.173
O -0.291 2.937 25.118 -0.432 0.051 -0.024
O -8.119 4.799 -3.293 0.095 0.122 -0.048
O -6.765 2.136 -3.918 0.184 0.311 -0.357
O -2.957 -3.699 25.938 0.208 -0.082 -0.218
O -0.985 2.42 -3.366 0.435 0.139 -0.051
O -2.03 0.987 25.228 -0.202 0.157 -0.325
O 1.904 -6.433 23.053 -0.094 -0.268 0.05
O 3.36 -2.364 -4.055 -0.068 0.455 0.634
O -1.261 -3.287 22.792 -0.4 0.222 0.128
O -3.724 -2.02 -1.156 -0.059 -0.02 -0.116
O 2.551 -5.364 25.373 0.08 -0.212 0.439
O -1.83 -5.273 -6.625 -0.186 0.083 -0.022
O -1.159 -7.605 -5.849 0.013 -0.438 -0.422
O 0.128 -1.096 -6.792 0.435 0.124 0.043
O 2.552 2.562 -3.54 0.43 -0.413 -0.463
O 5.795 -1.47 -3.965 -0.216 0.389 0.219
O 1.483 4.781 -4.226 0.044 0.086 0.159
O -3.031 4.139 -3.566 0.077 0.382 -0.098
O 1.647 -7.319 -1.15 -0.135 0.066 -0.085
O 5.294 -5.46 -3.407 -0.196 -0.269 0.134
O -4.054 4.872 -1.184 -0.244 0.591 -0.195
O -2.746 -5.316 22.096 -0.113 0.206 0.347
O -3.126 -0.894 -4.788 -0.037 0.029 0.199
O 1.979 4.147 25.75 0.663 0.187 -0.163
O -4.96 0.348 -3.301 0.103 -0.49 0.357
O -5.353 -2.825 25.203 -0.308 0.483 0.246
O 0.561 -4.057 24.445 -0.101 -0.685 -0.437
O 4.788 5.925 -6.37 0.158 0.693 0.381
O 0.935 1.781 -1.673 0.1 -0.143 0.261
O -4.821 2.735 -2.287 0.309 -0.137 0.353

Results
total energy: -101657.919 eV
total energy less fixed offsets of O -438.25, Si -107.07 eV per atom: -4.719 eV
